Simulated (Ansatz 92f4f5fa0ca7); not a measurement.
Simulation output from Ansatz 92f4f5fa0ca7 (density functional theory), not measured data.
Periodic cell of 234 atoms, Si146O88, from a study of silicon, its oxide and their interface. The atomic structure is a simulated model.
Doubt: the cutoff is far below the 930 eV that the study's wrapper takes by default for these files, so forces and energies are approximate.
This geometry differs little from another in the collection (a relaxation step or a small displacement).

Settings: functional PBE; potential files Ansatz PAW; basis plane waves; wave-function cutoff 580 eV; density cutoff ratio 5; exchange-correlation grid ratio 1; k mesh 1 x 1 x 1, Gamma-centred; self-consistency stop 5e-08 eV per atom in the density residual; occupations fixed; spin none; net charge 0.

Cell vectors (angstrom)
a  11.6015  0  0
b  0  10.938  0
c  0  0  32.8133

Atoms and the computed forces on them: element, x, y, z (angstrom), force x, y, z (eV/angstrom)
Si  -0.2342  0.0669  23.9751  0.0331  0.0377  0.0544
Si  3.858  0.1076  24.0209  0.0458  0.0332  0.0355
Si  7.7895  -0.0979  24.3968  -0.0555  0.1127  -0.0337
Si  1.8376  1.3456  23.9522  -0.046  -0.0485  -0.0009
Si  5.923  1.3191  24.0843  -0.0661  -0.0625  0.045
Si  9.5241  1.4792  24.3028  0.0679  -0.102  -0.0061
Si  0.2741  5.5954  24.0716  -0.0135  0.0532  0.0544
Si  3.854  5.4392  24.3393  0.0682  0.0723  0.0038
Si  7.8332  5.3695  24.1176  -0.022  0.0646  0.0145
Si  2.1479  7.055  24.1821  -0.0481  -0.0572  -0.0034
Si  5.863  6.6359  23.9827  0.0211  -0.0291  0.054
Si  9.7762  6.731  24.1066  0.03  -0.0692  0.0074
Si  1.9078  2.6866  25.9973  0.0152  -0.0591  -0.0052
Si  5.8344  2.6969  26.0547  0.0267  -0.1025  -0.0492
Si  9.72  2.8657  26.1454  0.0474  -0.0712  0.019
Si  0.0824  4.1895  26.0347  -0.0213  0.0751  -0.0665
Si  3.8819  4.015  26.1825  -0.0511  0.0577  -0.0186
Si  7.7436  4.099  26.1053  -0.043  0.09  -0.014
Si  1.9695  8.3872  26.0737  -0.0087  -0.0501  -0.0056
Si  5.7807  8.1495  25.9291  -0.0322  -0.0982  -0.0818
Si  9.7375  8.1187  26.0724  0.0128  -0.0666  -0.0112
Si  -0.0326  9.637  25.9829  -0.0066  0.0883  -0.0631
Si  3.9355  9.6731  26.0065  0.0182  0.0816  -0.0116
Si  7.7535  9.4044  26.1873  -0.0008  0.0306  0.0268
Si  0.0023  0.0039  27.9663  0.0088  -0.0454  0.0262
Si  3.9001  0.0248  27.983  -0.0253  -0.0647  0.0227
Si  7.7604  -0.0123  28.0016  0.0111  -0.0321  -0.0037
Si  1.9376  1.3534  27.9609  0.0115  0.0618  0.0107
Si  5.834  1.3501  27.9927  0.0249  0.0481  0.0177
Si  9.6922  1.3713  27.9878  -0.0101  0.0264  0.0058
Si  0.0496  5.492  27.9943  -0.0018  -0.0353  0.0325
Si  3.8571  5.4791  28.0178  0.0018  -0.0315  0.0269
Si  7.7218  5.5059  27.9913  0.0142  -0.0737  0.0285
Si  1.9517  6.8872  27.9527  0.0101  0.0345  0.0031
Si  5.7777  6.8436  27.9365  -0.0136  0.0507  0.0383
Si  9.7004  6.7994  28.011  -0.017  0.0659  0.0145
Si  1.9336  2.7345  29.914  -0.0169  -0.0654  -0.139
Si  5.8008  2.7345  29.914  0.0917  0.051  -0.0261
Si  9.6679  2.7345  29.914  -0.0138  0.0359  0.0293
Si  0  4.1018  29.914  0.1401  -0.0036  -0.0212
Si  3.8672  4.1018  29.914  -0.0706  0.009  0.2334
Si  7.7343  4.1018  29.914  -0.053  0.0721  -0.0203
Si  1.9336  8.2035  29.914  0.0497  0.0966  -0.0012
Si  5.8008  8.2035  29.914  -0.0616  0.017  -0.2768
Si  9.6679  8.2035  29.914  0.0268  0.0088  0.0616
Si  0  9.5708  29.914  -0.0041  -0.0178  -0.1299
Si  3.8672  9.5708  29.914  -0.0018  0.0266  -0.0353
Si  7.7343  9.5708  29.914  0.0607  -0.0324  0.2117
Si  0  0  31.8476  0.0075  0.0578  -0.0283
Si  3.8672  0  31.8476  -0.0047  0.0853  0.0068
Si  7.7343  0  31.8476  -0.0135  0.0055  0.0218
Si  1.9336  1.3673  31.8476  0.0176  -0.0177  -0.0591
Si  5.8008  1.3673  31.8476  -0.0172  -0.0664  0.035
Si  9.6679  1.3673  31.8476  -0.0107  -0.026  0.0313
Si  0  5.469  31.8476  0.0002  0.0272  0.0053
Si  3.8672  5.469  31.8476  0.0031  -0.0228  0.0338
Si  7.7343  5.469  31.8476  0.0253  0.0364  -0.0032
Si  1.9336  6.8362  31.8476  -0.0007  -0.0592  -0.0366
Si  5.8008  6.8362  31.8476  0.0165  -0.0805  -0.017
Si  9.6679  6.8362  31.8476  0.0077  -0.0562  0.0275
Si  1.9336  2.7345  0.9679  -0.0332  0.031  -0.1442
Si  5.8008  2.7345  0.9679  0.0148  -0.0469  0.1241
Si  9.6679  2.7345  0.9679  0.0805  0.0107  0.1024
Si  0  4.1018  0.9679  -0.0565  0.0545  -0.0117
Si  3.8672  4.1018  0.9679  0.0744  0.0042  0.0483
Si  7.7343  4.1018  0.9679  -0.0998  -0.0257  0.0287
Si  1.9336  8.2035  0.9679  0.0445  0.0077  0.0365
Si  5.8008  8.2035  0.9679  -0.0491  0.1052  -0.1642
Si  9.6679  8.2035  0.9679  -0.0792  -0.0162  0.1264
Si  0  9.5708  0.9679  -0.0568  -0.0207  -0.033
Si  3.8672  9.5708  0.9679  0.0429  0.0004  0.1148
Si  7.7343  9.5708  0.9679  0.0592  0.0162  0.052
Si  -0.001  -0.0143  2.9056  -0.0073  -0.0489  0.0224
Si  3.8685  0.0121  2.9154  0.0222  -0.0816  -0.0175
Si  7.7649  0.0175  2.895  -0.0144  -0.0508  -0.0089
Si  1.935  1.3414  2.8614  -0.0111  0.0486  -0.0084
Si  5.8206  1.3505  2.9195  -0.0022  0.0747  -0.0293
Si  9.6733  1.3799  2.9223  0.0354  0.0618  -0.0364
Si  -0.0264  5.5047  2.8842  0.0178  -0.0717  -0.0165
Si  3.8764  5.4675  2.9054  0.0123  -0.0498  -0.0097
Si  7.6855  5.4757  2.8971  0.0201  -0.0421  -0.0153
Si  1.9422  6.8105  2.8881  -0.0348  0.0549  -0.0069
Si  5.7863  6.8655  2.8947  -0.0206  0.0457  0.0124
Si  9.6189  6.8241  2.9159  -0.0223  0.067  -0.0121
Si  1.9053  2.7567  4.7294  0.0599  -0.0738  -0.0152
Si  5.7814  2.6686  4.891  0.0711  -0.0901  0.0312
Si  9.6014  2.823  4.8161  0.052  -0.0949  0.0435
Si  -0.0129  4.0976  4.7684  -0.0496  0.0878  -0.0036
Si  3.9041  4.0464  4.8061  -0.0781  0.0809  0.0364
Si  7.6854  4.1626  4.8637  -0.087  0.0755  0.0126
Si  1.9827  8.1209  4.8476  0.0886  -0.0747  0.0128
Si  5.8213  8.3641  4.7421  0.0305  -0.0513  -0.033
Si  9.6177  8.1524  4.8827  0.0295  -0.0857  0.0549
Si  -0.0039  9.4065  4.7497  -0.0638  0.0448  -0.0229
Si  3.8291  9.6145  4.8793  -0.0621  0.0894  0.069
Si  7.7773  9.6763  4.8743  0.0105  0.0771  0.0178
Si  -0.2426  -0.0578  6.5109  0.0594  0.1497  0.0013
Si  3.5452  -0.0155  6.9025  0.1011  0.0042  -0.0456
Si  7.6467  0.1  6.8782  0.0972  0.078  -0.0126
Si  1.6854  1.3472  6.5851  -0.0149  -0.1338  -0.002
Si  5.6421  1.3389  6.9432  -0.0895  -0.0272  0.0044
Si  9.6644  1.4938  6.7641  -0.1515  -0.0719  -0.0194
Si  0.0953  5.4022  6.728  0.0154  0.0457  -0.0171
Si  4.1521  5.4294  6.7112  0.0225  0.0662  -0.0547
Si  7.7345  5.5753  6.8243  0.093  0.0526  0.0088
Si  2.1249  6.6157  6.7267  -0.003  -0.0464  -0.0315
Si  5.8989  7.0308  6.6237  -0.062  -0.0868  0.0204
Si  9.8254  6.8083  6.8896  -0.0299  -0.0298  -0.0514
O  5.8098  2.3295  8.2801  0.0234  0.0552  0.0068
O  2.3031  7.4013  8.1648  -0.0186  0.0154  0.0084
O  5.7466  8.0036  7.9859  0.0382  0.0236  -0.0224
O  11.6306  4.5524  8.1628  -0.0043  -0.0486  0.0131
O  7.6053  9.9838  8.1778  -0.0626  -0.0591  0.0167
O  10.1853  7.6838  8.2707  0.0247  0.0637  0.0358
O  2.8907  10.0022  8.161  -0.0207  -0.0481  0.0367
O  10.2889  2.2619  8.1428  0.0704  0.0302  -0.01
O  7.3042  4.5763  8.1011  -0.038  -0.0006  -0.0266
O  4.5675  4.6524  8.148  0.0383  -0.0336  0.0374
O  -0.6811  10.2228  7.9849  -0.0378  -0.0331  -0.0155
O  1.428  2.3006  7.9247  -0.0239  0.0333  0.0017
O  2.4337  7.8308  22.7144  0.023  0.0278  -0.0098
O  1.8884  2.2867  22.5698  0.0129  0.0516  -0.0047
O  6.3953  2.1907  22.7279  0.0481  0.0296  -0.0135
O  3.875  10.0784  22.677  -0.0256  -0.0479  -0.0381
O  5.8831  7.1948  22.4103  0.0054  0.0145  -0.0674
O  8.1045  9.9505  23.0118  0.0259  -0.007  0.0272
O  3.4551  4.3591  23.1309  -0.0485  -0.0058  0.0019
O  9.6475  7.7365  22.7995  -0.0241  0.0496  -0.0093
O  0.7211  4.6512  22.7559  0.0493  -0.0434  -0.0284
O  7.7522  4.4916  22.6979  0.0081  -0.0556  -0.013
O  -0.7916  10.1121  22.6464  -0.0351  -0.0365  -0.0249
O  9.1384  2.2508  22.8617  -0.0527  0.0227  -0.0036
Si  2.2631  8.7536  9.0381  -0.0014  0.0278  -0.0255
Si  3.1293  10.1019  16.8243  -0.0072  0.001  0.0267
Si  1.5043  -1.1356  19.2915  -0.0084  0.0032  -0.0239
Si  7.5736  4.0273  13.9826  -0.0011  -0.0158  0.0252
Si  3.1239  8.9711  21.7493  0.0179  -0.0081  0.0301
Si  3.4503  12.8811  15.5464  0.0029  -0.0057  -0.0251
Si  9.4207  9.2759  22.3156  0.0289  -0.0121  0.0049
Si  -2.82  1.9718  12.4189  -0.0098  0.0141  0.0251
Si  11.7084  2.983  8.6029  -0.0148  0.0157  -0.0116
Si  2.117  3.8879  22.3161  -0.0345  -0.0344  0.016
Si  13.6616  6.7888  15.1325  -0.0118  -0.0079  0.0251
Si  4.6492  4.3687  17.2798  -0.003  -0.0113  0.0143
Si  8.6019  8.5909  11.0904  -0.0251  0.0068  0.0254
Si  6.3553  9.7019  12.8125  0  -0.0119  0.0052
Si  10.8539  11.8354  18.3984  0.0026  0.0096  0.0005
Si  0.2629  13.3474  15.8725  -0.0185  -0.0239  0.0141
Si  8.4243  8.0085  19.7564  -0.0244  -0.0167  -0.0203
Si  5.4473  7.275  20.8312  0.0133  -0.0011  -0.0089
Si  -0.7908  8.9956  9.0376  -0.0006  -0.0069  -0.0107
Si  9.2189  17.4616  13.3945  -0.0213  -0.005  -0.0055
Si  3.32  16.0841  19.7528  0.0102  0.0118  -0.0191
Si  7.702  4.2392  17.1934  0.0115  -0.0032  -0.0089
Si  9.8196  16.5439  18.8543  0.0074  -0.0054  -0.0079
Si  6.5658  9.0016  8.9835  -0.0014  0.009  -0.0032
Si  4.3258  9.5645  10.9353  -0.0007  -0.0074  0.0311
Si  -0.5776  0.5719  13.4969  -0.0091  0.0224  0.0137
Si  1.1128  6.8643  18.2545  -0.0221  -0.0074  0.0186
Si  12.0652  9.2304  15.1925  -0.0089  0.0066  0.0134
Si  -2.6041  2.861  19.4283  0.0159  0.0059  -0.0296
Si  4.4027  11.95  12.6185  -0.0008  -0.009  0.0081
Si  11.8013  4.7982  14.0463  -0.0037  -0.035  -0.0076
Si  6.1261  3.0608  11.6337  -0.0083  -0.0114  0.0143
Si  7.4115  8.2824  15.2905  -0.0007  0.0145  -0.0125
Si  5.9279  3.911  8.7116  -0.0143  -0.0427  -0.0172
Si  4.6442  7.3448  16.1386  0.0033  -0.0041  0.0057
Si  11.5025  2.7619  11.6926  -0.0134  0.016  0.0209
Si  7.7818  2.9263  22.2255  -0.0139  0.0283  0.0129
Si  9.5006  -1.5406  17.0536  -0.0056  0.0024  0.0258
O  -0.1376  13.0104  17.4212  0.0136  0.0095  -0.0193
O  11.9585  1.33  12.3734  -0.0076  -0.0127  -0.0074
O  2.8038  10.238  18.4134  0.0102  -0.0063  -0.0269
O  12.0536  2.9205  10.1884  -0.01  -0.0016  0.0264
O  10.6972  5.9774  13.8016  0.0008  -0.0018  -0.0065
O  6.0691  4.0429  10.3345  -0.0002  0.0047  0.0143
O  19.3811  -1.2846  12.0253  0.0048  -0.001  -0.0122
O  13.2846  17.6982  16.732  0.0104  -0.0036  -0.0217
O  3.6449  7.1214  14.8447  0.0044  -0.0016  -0.0084
O  12.7086  7.9266  14.486  -0.0001  0.0041  -0.0227
O  2.4839  4.1999  20.7792  0.0181  0.0193  -0.0076
O  8.2463  5.2545  13.1674  0.0078  0.0157  -0.009
O  8.3275  2.8971  17.9173  -0.0108  0.0006  0.0052
O  7.4931  8.0836  9.9838  -0.0048  -0.0119  -0.0217
O  6.1951  14.7332  13.1135  0.0165  0.0135  0.002
O  9.0209  9.1713  20.7395  -0.0013  0.0042  0.0043
O  6.4688  20.0008  14.2624  0.0035  -0.0099  0.0118
O  6.7906  7.7319  19.9617  0.0101  0.0012  0.0201
O  10.8267  8.8647  16.2206  0.0093  -0.003  -0.0103
O  7.858  2.8431  20.5999  0.008  -0.0048  -0.0218
O  11.2807  6.0892  18.3252  0.0092  0.0043  0.0093
O  8.5887  7.3839  14.6232  -0.0027  0.0002  -0.0036
O  8.4858  2.6907  13.8545  0.0014  -0.0015  -0.0251
O  7.4193  2.0269  11.5171  0.0102  -0.0012  -0.0199
O  4.2671  8.4047  20.7264  -0.0016  0.0097  0.0097
O  9.947  12.4965  19.5741  -0.0047  -0.0005  0.0082
O  12.0193  3.9512  12.6729  -0.0125  -0.004  -0.0025
O  -0.0821  10.0189  13.8654  0.0038  -0.0078  -0.0061
O  2.2507  -4.6643  19.2547  -0.0012  -0.0009  0.007
O  4.6993  5.8829  20.3207  -0.0258  -0.0253  0.0143
O  12.4636  8.4112  18.7173  0.0038  -0.0026  0.0112
O  9.1924  6.5903  19.9957  0.011  -0.0071  0.0108
O  3.7024  4.0833  18.5717  0.0072  -0.0041  -0.0122
O  6.2859  7.3671  16.06  -0.0085  -0.0044  -0.0013
O  -1.6267  15.0989  19.584  -0.0122  -0.0015  0.0157
O  6.1937  4.3162  17.7805  -0.0093  0.0018  0.0095
O  3.6787  12.5452  13.9512  -0.0092  0.0075  0.0283
O  -1.7537  9.3167  10.3195  0.0087  0.0042  -0.0091
O  4.3672  5.9479  16.9468  0.002  0.015  -0.0118
O  8.1801  -1.4855  16.107  -0.0089  -0.009  -0.0125
O  9.2168  7.3886  12.0085  0.0044  -0.0201  0.0149
O  1.6731  5.4028  14.3936  0.007  -0.0004  -0.0104
O  4.3212  3.2341  16.1156  -0.0095  -0.0123  -0.0086
O  -0.2314  14.8267  15.3532  0.0007  -0.0005  -0.005
O  -1.7252  13.7687  11.5701  0.0187  -0.0074  -0.0052
O  9.5  0.5672  12.8733  0.0089  0.0035  -0.0111
O  5.442  9.9321  9.7596  -0.0067  -0.0071  -0.0061
O  8.7241  5.4607  17.6153  -0.0155  -0.0125  -0.0066
O  -0.5184  12.2876  14.9247  0.0049  -0.0008  -0.006
O  13.2982  -0.9627  16.0001  -0.0038  -0.0089  -0.0158
O  4.1364  -2.1364  16.7246  -0.0069  -0.0004  0.0017
O  3.1836  8.5809  10.3661  0.0187  -0.0055  -0.0099
O  3.6079  10.8587  11.6721  0.0153  0.0073  -0.015
O  0.736  8.8664  9.5992  -0.0241  0.0063  -0.0348
O  1.8783  13.2459  15.7324  0.0128  -0.0007  -0.001
O  8.9535  8.4549  18.2724  0.012  0.0136  -0.0091
O  3.8441  11.4941  16.3411  -0.0062  -0.0034  0.0075
O  1.9439  -1.2884  20.8523  -0.0192  0.0138  -0.0042
O  9.8566  10.8944  17.532  -0.0059  -0.0216  -0.0055
O  5.2082  -2.1392  12.0705  0.0081  0.013  -0.0148
O  4.7215  2.2502  11.616  0.0057  -0.011  -0.0101
O  5.8187  11.2267  13.0407  0.0011  -0.0039  -0.0087
O  7.4772  4.2766  15.5774  -0.0034  -0.0007  -0.0124
O  11.9966  0.0389  19.1575  0.0089  -0.0115  0.0139

Results
free energy: -142857.052 eV
free energy less fixed offsets of O -568.88, Si -635.61 eV per atom: 3.448 eV

The program warned: the cutoff lies below the one the program advises for these potential files; the forces do not sum to zero within the program's tolerance; the exchange-correlation potential is rough where the density is thin.
